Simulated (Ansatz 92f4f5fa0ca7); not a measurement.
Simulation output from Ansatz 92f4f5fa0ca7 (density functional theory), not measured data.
Periodic cell of 186 atoms, Si104O82, from a study of silicon, its oxide and their interface. The atomic structure is a simulated model.

Settings
functional: r2SCAN
potential files: Ansatz norm-conserving
basis: plane waves
wave-function cutoff: 1300 eV
density cutoff ratio: 4
exchange-correlation grid ratio: 1
k mesh: 2 x 2 x 1, shifted by 0.5 0.5 0.5 of a step
self-consistency stop: 5e-08 eV per atom in the density residual
occupations: Fermi-Dirac, 0.05 eV
spin: none
net charge: 0

Cell vectors (angstrom)
a, 11.5403, 0, 0
b, 0, 11.5403, 0
c, -1.6011, 0.2525, 23.5398

Atoms and the computed forces on them: element, x, y, z (angstrom), force x, y, z (eV/angstrom)
Si, -0.9237, -0.6432, 0.7626, 0.0261, -0.0644, -0.5952
Si, -0.8867, 2.4716, 0.2885, -0.2504, -0.1746, -0.3891
Si, -1.0405, 7.8454, 0.3425, -0.1324, 0.2847, -0.4682
Si, 3.02, -0.1802, 0.5388, 0.1823, 0.3275, 0.0528
Si, 3.2127, 2.9383, 0.5858, -0.0084, -0.2075, 0.0889
Si, 3.1803, 7.4157, 0.1124, 0.0614, -0.4487, -0.1051
Si, 6.9372, -0.5433, 0.8015, -0.1607, -0.1385, -0.7989
Si, 6.9396, 2.5663, 0.2264, -0.0809, 0.0163, -0.1475
Si, 6.9851, 7.8776, 0.6507, -0.1128, 0.3698, -0.733
Si, 1.0895, -0.6195, 1.9023, 0.0704, 0.1045, -0.4015
Si, 1.04, 3.3016, 1.6154, 0.0206, 0.0005, -0.4002
Si, 1.1009, 7.3757, 1.4558, -0.0824, 0.1465, -0.2186
Si, 4.9327, -0.6095, 1.9232, -0.1653, 0.1161, -0.433
Si, 5.1794, 3.2959, 1.7512, 0.026, -0.0508, -0.3817
Si, 4.9612, 7.2138, 1.6699, 0.1593, 0.2187, -0.0487
Si, 8.7921, -0.5217, 2.1491, 0.1232, -0.11, -0.1417
Si, 8.7961, 3.1542, 1.6187, 0.1553, -0.1424, -0.0551
Si, 8.8381, 7.3926, 1.9431, 0.0146, -0.0302, 0.0478
Si, 1.0956, 1.4159, 3.1229, 0.0621, 0.0872, 0.4177
Si, 1.0669, 5.3647, 2.8671, 0.1637, -0.2016, -0.1607
Si, 1.1232, 9.0064, 3.184, -0.0967, 0.0268, -0.0784
Si, 4.9613, 1.3971, 3.1577, -0.0646, 0.0711, 0.6002
Si, 5.0698, 5.2934, 3.0197, -0.0504, -0.2042, -0.08
Si, 4.8923, 9.0034, 3.1979, -0.0469, -0.0893, 0.1482
Si, 8.8007, 1.4637, 3.2838, -0.0462, 0.1955, 0.3547
Si, 8.8252, 5.2406, 2.9647, -0.0211, -0.1299, -0.2724
Si, 8.8046, 9.1166, 3.4338, 0.0162, 0.0469, 0.331
Si, -0.7859, 1.41, 4.5959, 0.1379, 0.0241, -0.2928
Si, -0.7955, 5.3021, 4.3495, -0.0891, 0.0485, 0.1262
Si, -0.743, 9.0639, 4.6247, -0.103, 0.0296, 0.027
Si, 3.0197, 1.4042, 4.5403, 0.0793, -0.0408, -0.2386
Si, 3.0477, 5.2824, 4.3077, -0.0114, 0.016, 0.0281
Si, 3.0061, 9.0366, 4.5728, 0.008, -0.0265, 0.0586
Si, 6.8403, 1.4142, 4.6022, -0.0147, 0.0467, -0.3153
Si, 6.9427, 5.2594, 4.4157, -0.0573, 0.027, 0.1352
Si, 6.794, 9.1015, 4.5942, 0.1332, -0.1203, -0.0267
Si, -0.8064, -0.5546, 5.9317, 0.1018, 0.0221, 0.3489
Si, -0.7989, 3.4254, 5.7902, 0.0348, 0.0508, -0.0124
Si, -0.7798, 7.1198, 5.9242, 0.0381, -0.0032, 0.0389
Si, 3.0225, -0.5646, 5.9059, -0.1259, 0.1124, 0.0751
Si, 3.0374, 3.406, 5.7755, 0.0359, -0.1239, -0.0734
Si, 3.0515, 7.1054, 5.8938, -0.0188, -0.0164, -0.0161
Si, 6.7844, -0.5198, 5.9268, 0.0837, 0.0007, 0.2573
Si, 6.8557, 3.3833, 5.8667, -0.0427, -0.013, 0.1298
Si, 6.9455, 7.1465, 5.8386, -0.0557, -0.0121, 0.0317
Si, 1.1257, -0.6141, 7.3083, -0.0498, -0.2783, -0.1254
Si, 1.1221, 3.4357, 7.1238, -0.0028, -0.0602, -0.116
Si, 1.1408, 7.0081, 7.332, 0.0389, 0.1625, 0.1274
Si, 4.9031, -0.5426, 7.3591, -0.083, 0.006, 0.1278
Si, 4.9057, 3.382, 7.2362, 0.1237, 0.0564, -0.0304
Si, 5.0535, 7.2373, 7.1902, 0.0337, -0.0171, -0.0852
Si, 8.727, -0.5694, 7.2396, 0.0976, -0.062, -0.4007
Si, 8.8274, 3.417, 7.1784, -0.1082, 0.0199, -0.1181
Si, 8.8056, 7.1765, 7.2731, -0.0747, 0.1689, -0.0508
Si, 0.9933, 1.4873, 8.3383, -0.0215, 0.0498, 0.1019
Si, 1.2256, 5.0878, 8.7659, 0.1459, 0.0767, 0.2248
Si, 1.1861, 8.9276, 8.7376, -0.0373, 0.1517, 0.4107
Si, 4.7907, 1.4376, 8.664, -0.1284, -0.0084, 0.2415
Si, 5.0674, 5.3736, 8.508, 0.0313, -0.1598, 0.3342
Si, 5.0968, 9.0439, 8.7517, -0.0345, 0.1265, 0.3042
Si, 8.6973, 1.4306, 8.4312, 0.1173, 0.0618, 0.3492
Si, 8.8799, 5.2952, 8.6234, -0.2196, -0.1516, 0.255
Si, 8.6895, 9.0943, 8.6627, 0.0912, 0.0292, 0.4631
Si, -0.8994, 1.0159, 9.6603, -0.2273, -0.5262, -0.0212
Si, -0.7906, 5.027, 10.0076, 0.0211, 0.2388, 0.5513
Si, -0.9117, 9.3611, 9.9338, -0.0577, 0.1626, -0.2169
Si, 2.682, 1.4614, 9.8587, -0.1229, -0.2008, -0.0897
Si, 3.2997, 5.5266, 9.9724, 0.0568, 0.249, 0.268
Si, 3.2166, 8.5991, 10.0693, -0.1112, -0.4668, 0.0581
Si, 6.8258, 1.7543, 9.8154, 0.0198, 0.7249, 0.2336
Si, 6.9307, 4.9799, 9.9357, 0.058, -0.5428, 0.187
Si, 6.9753, 9.1678, 10.3821, -0.0646, -0.2045, -0.0501
Si, 6.8918, 0.1325, 12.4523, -0.0133, 0.0093, 0.3509
Si, 4.7444, 1.619, 14.0735, -0.0292, -0.0787, 0.5093
Si, 3.0221, 5.8501, 19.8622, -0.0028, 0.0014, -0.3204
Si, 11.1929, 11.1029, 15.2687, 0.0627, 0.1272, 0.3523
Si, 0.1324, 4.007, 16.6933, 0.027, -0.0316, -0.0709
Si, 2.3753, 10.5802, 11.7841, 0.0882, 0.2346, 0.1728
Si, -1.1177, 2.5791, 12.0856, 0.0269, -0.0778, 0.3653
Si, 7.4892, 6.6492, 12.3489, -0.0038, -0.1106, 0.2233
Si, 0.3605, 8.5674, 19.5555, -0.0841, 0.1729, -0.3113
Si, 1.5936, 6.7091, 17.3903, -0.0529, 0.0199, -0.144
Si, -0.273, 9.1774, 12.7838, 0.027, -0.063, 0.4657
Si, 7.0379, 11.1534, 18.3786, 0.0796, 0.0813, -0.0877
Si, 6.609, 2.7417, 18.4067, -0.0425, -0.1021, -0.1138
Si, 2.5612, 11.3333, 14.6157, -0.07, 0.0662, 0.6486
Si, 5.6321, 4.3462, 20.9051, -0.0319, -0.1524, -0.2607
Si, 3.2699, 8.4285, 15.5135, -0.1531, -0.1032, -0.0096
Si, 11.5274, 13.6677, 19.1346, -0.0656, -0.1606, -0.6287
Si, -0.919, 6.3713, 12.6996, 0.0651, -0.113, 0.4187
Si, 3.1137, 3.5011, 12.1001, 0.1054, 0.1122, 0.3263
Si, 12.2768, 3.9692, 13.7828, 0.0535, 0.0008, 0.4765
Si, 8.9632, 1.3796, 14.2345, 0.0411, -0.0173, 0.4043
Si, -1.272, 3.4366, 21.4177, 0.0132, 0.0687, -0.3459
Si, 6.8774, 6.973, 21.9113, -0.066, 0.1415, -0.0013
Si, 5.9505, 3.9772, 15.8272, -0.1272, 0.1064, -0.0121
Si, 5.7169, 9.1766, 20.1267, 0.0729, 0.1442, -0.2325
Si, 5.6175, 6.8412, 14.9375, -0.1783, -0.0391, 0.1257
Si, 2.8672, 8.7601, 21.0843, -0.0552, -0.0259, -0.4268
Si, 12.0205, 6.0069, 21.2979, 0.0564, 0.118, -0.3499
Si, 5.6378, 8.7946, 17.2084, 0.0429, 0.0397, -0.0391
Si, 8.5863, 3.3677, 16.4297, 0.2236, 0.1248, 0.0144
Si, 1.1414, 13.3395, 21.7783, -0.156, 0.0494, -0.456
Si, 10.2493, 10.8595, 18.2361, -0.0228, -0.0715, -0.0598
O, 12.7373, 6.3365, 22.7254, 0.095, 0.3466, 0.0915
O, -2.6433, 3.3983, 22.2863, 0.2817, -0.2496, 0.4328
O, -0.39, 2.2609, 22.1468, 0.2284, 0.0459, -0.1239
O, -1.0355, 9.4734, -0.1539, 0.0873, -0.3452, 0.6596
O, 10.9691, 12.2365, 18.6505, 0.0336, 0.2101, 0.1662
O, 12.726, 11.6318, 15.4199, 0.0122, -0.2141, -0.3861
O, 4.0969, 9.0428, 16.7673, 0.1562, -0.1916, -0.1327
O, 10.3247, 14.5302, 19.8445, 0.2122, 0.0229, 0.4879
O, 6.2645, 7.6561, 16.2164, -0.2752, 0.0308, -0.0817
O, 2.5445, 11.5968, 13.0213, -0.0091, -0.178, -0.194
O, 12.0688, 2.9517, 17.849, -0.2039, 0.0021, 0.232
O, 3.0268, 1.3725, 1.0833, -0.0191, -0.008, -0.6923
O, 6.7339, 8.3057, 21.0102, -0.0888, -0.2542, 0.1499
O, 5.5599, 8.3013, 18.7494, 0.0099, 0.2848, 0.1688
O, 6.6844, 5.5864, 21.0881, -0.0873, 0.0468, 0.1478
O, 4.2533, 4.8675, 20.1888, 0.1059, 0.0373, 0.245
O, 6.924, 0.9082, -0.1033, -0.0143, 0.0864, 0.5374
O, 6.4822, 10.1951, 17.166, -0.1051, -0.1325, 0.2399
O, -0.557, 6.2408, 11.1185, -0.1458, -0.387, -0.2098
O, 8.6542, 11.0693, 18.3665, -0.0826, -0.0086, 0.0079
O, 11.1624, 5.1288, 13.5972, 0.0049, 0.0724, -0.3191
O, 5.179, 5.3196, 15.3553, 0.2086, 0.1062, -0.0107
O, -2.5198, 6.5171, 12.87, -0.0495, 0.0506, -0.2487
O, 2.3894, 11.4998, 10.4619, 0.063, 0.1816, 0.2278
O, 3.8821, 4.6301, 11.2403, -0.3629, -0.0095, -0.2829
O, -0.7488, 10.9431, 9.5643, 0.0355, 0.0322, 0.5507
O, -1.0213, 1.1781, 11.2968, 0.0338, 0.2842, -0.3179
O, 10.3924, 12.3846, 14.7396, -0.1887, 0.0022, -0.1313
O, 8.3446, 1.9745, 15.6141, 0.1268, 0.0722, -0.2213
O, 10.9642, 9.9629, 14.1569, 0.1126, -0.046, -0.4456
O, 3.4926, 9.4435, 11.4864, -0.3135, 0.0481, -0.3721
O, -1.3491, 9.2057, 11.5587, 0.1559, 0.0423, -0.6231
O, 7.2826, 7.7977, 11.2219, -0.1024, 0.2734, 0.0649
O, 5.6312, 2.6791, 14.9148, -0.0515, -0.08, -0.1298
O, 7.5334, 4.404, 15.7422, -0.1518, -0.3683, 0.1765
O, 1.0183, 9.7675, 12.0424, 0.1455, 0.1007, 0
O, -0.119, 7.6458, 13.283, -0.141, 0.1591, -0.4284
O, 2.1628, 4.3342, 13.128, 0.039, -0.2859, -0.3486
O, 5.5684, 0.4141, 13.3576, 0.1834, 0.0954, -0.2216
O, 4.0844, 2.5251, 12.9178, -0.1113, 0.0584, -0.0657
O, 7.0221, 5.3143, 11.5549, 0.0317, 0.2429, -0.4088
O, 6.7769, 3.3689, 9.9645, 0.074, -0.1299, 0.004
O, 1.6915, 9.3342, 20.1068, 0.0924, -0.2172, 0.2718
O, 10.6588, 10.5384, 16.6937, -0.0047, 0.14, -0.0175
O, 3.2082, 7.2154, 20.7092, -0.0194, 0.1139, 0.0327
O, -1.2376, 3.7282, 10.9528, 0.2307, 0.3088, -0.209
O, 5.6084, 3.5173, 17.3606, 0.3472, -0.0369, -0.0347
O, -1.4605, 3.9553, 16.3818, -0.0021, -0.1697, 0.0819
O, 8.1128, 0.1784, 13.5473, -0.1812, 0.1762, -0.3323
O, 0.5606, 5.5089, 17.0834, 0.1014, -0.0443, 0.0453
O, 8.3409, 7.1018, 22.6445, 0.1179, 0.4117, 0.2354
O, 8.1414, 3.1234, 17.973, -0.2926, -0.0106, -0.1228
O, 2.7238, 9.7225, 14.7402, 0.0111, 0.1812, -0.1203
O, 1.5613, 5.2728, 20.3128, -0.093, 0.1789, 0.2512
O, 0.7393, 7.8316, 18.1722, 0.1171, -0.0414, 0.236
O, 4.249, 7.6099, 14.518, 0.1546, 0.0264, 0.2974
O, 7.0589, 1.3157, 11.3765, -0.0466, -0.2506, -0.3355
O, 6.9273, 3.4041, -1.1961, 0.0227, -0.2868, 0.1762
O, -0.7261, 4.9667, 21.5196, 0.0747, -0.2344, 0.1172
O, 6.4493, 10.5827, 19.7795, -0.1355, -0.3146, -0.0647
O, 6.8081, -1.2431, 11.5965, 0.1396, -0.2731, -0.4726
O, 6.6088, 6.8853, 13.6801, 0.1193, -0.0995, -0.2418
O, 3.1158, 7.0372, 10.6122, 0.1316, 0.0825, -0.5916
O, 3.7131, 0.8417, 15.1068, 0.0055, -0.0085, -0.4782
O, 6.282, 3.2376, 19.9047, -0.0353, 0.1844, 0.1388
O, 12.477, 3.6128, 15.3469, -0.1427, 0.1347, -0.3033
O, 2.3351, 2.5841, 11.0086, 0.1653, -0.1312, -0.1062
O, -0.9791, 0.8182, -0.0437, 0.1412, 0.4616, 0.3731
O, 4.269, 9.5319, 20.8067, -0.0023, -0.2003, 0.188
O, 3.6027, 2.7476, -1.0508, -0.2246, -0.1916, 0.5526
O, 6.4839, 12.6687, 18.256, 0.11, 0.1059, -0.0023
O, 7.2281, 6.7875, -0.577, 0.0813, 0.3009, -0.0636
O, 2.1136, 7.4089, 16.0219, 0.18, 0.1086, 0.1111
O, 0.2251, 2.6699, 12.9807, -0.2008, 0.1324, -0.2156
O, 2.8757, 6.168, 18.26, -0.1458, 0.0711, 0.2786
O, 7.0167, 9.476, 0.0418, -0.0846, -0.3412, 0.5385
O, 3.8593, 8.5519, -0.9273, -0.2277, -0.3024, 0.1551
O, 1.4307, 11.8457, 22.3978, -0.0386, 0.2596, 0.6547
O, 11.4695, 7.4193, 20.6464, 0.1696, -0.2365, 0.1174
O, -2.3658, 2.5713, 13.1393, 0.242, -0.1772, -0.2138
O, 10.7309, 9.6453, 19.2211, 0.1591, -0.0342, -0.034
O, 12.7782, 13.3876, 20.1502, -0.1868, 0.0489, 0.5732

Results
free energy: -50301.347 eV
free energy less fixed offsets of O -463.61, Si -117.95 eV per atom: -18.527 eV
pressure: -1.33 GPa
stress xx, yy, zz, yz, xz, xy (GPa, positive in tension): 0.12, 1.81, 2.06, -0.2, -0.18, 0.17
